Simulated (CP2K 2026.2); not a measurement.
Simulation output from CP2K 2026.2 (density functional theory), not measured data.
Periodic cell of 513 atoms, Si351O162, from a study of silicon, its oxide and their interface. The atomic structure is a simulated model.
Doubt: the forces sum to 0.38 eV/angstrom along one axis rather than to zero, so they err by at least 0.0007 eV/angstrom per atom on average; the grid cutoff is modest.
This geometry differs little from another in the collection (a relaxation step or a small displacement).

Settings: functional PBE; method Gaussian and plane waves; basis set DZVP-MOLOPT-SR-GTH; pseudopotentials GTH-PBE; grid cutoff 350 Ry, relative cutoff 50 Ry; k points Gamma only; occupations fixed; spin none; net charge 0.

Cell vectors (angstrom)
a 16.407 0 0
b 0 16.407 0
c 0.1207 -0.1753 34.3931

Atoms and the computed forces on them: element, x, y, z (angstrom), force x, y, z (eV/angstrom)
Si 16.377 0.092 0.027 0.073 -0.092 0.23
Si 2.898 2.408 0.105 -0.002 0.08 0.19
Si 16.377 5.571 0.126 0.038 -0.116 0.195
Si 2.572 8.218 34.35 0.097 -0.052 0.225
Si 0.146 10.567 0.201 -0.001 0.048 0.15
Si 3.066 13.433 0.175 -0.066 0.023 0.232
Si 5.45 0.188 34.39 0.017 -0.106 0.211
Si 7.957 2.985 34.222 0.112 -0.115 0.21
Si 5.663 5.396 0.391 -0.024 -0.014 0.183
Si 8.53 7.903 34.348 -0.101 0.066 0.227
Si 5.243 11.187 0.168 0.014 -0.102 0.234
Si 8.358 13.436 0.511 -0.115 0.083 0.199
Si 10.935 15.843 0.077 -0.129 0.148 0.223
Si 13.98 2.197 0.19 -0.043 0.072 0.24
Si 10.812 5.65 34.205 0.133 -0.089 0.244
Si 14.131 7.778 0.417 -0.057 0.021 0.214
Si 10.703 11.224 0.143 0.134 -0.106 0.159
Si 13.55 13.938 0.079 0.072 -0.169 0.186
Si 1.443 1.236 1.491 -0.018 0.004 -0.054
Si 4.072 4.038 1.43 0.014 0.009 -0.032
Si 1.461 6.802 1.442 -0.016 0.001 -0.052
Si 4.074 9.512 1.337 0.001 0.013 -0.069
Si 1.402 12.224 1.379 0.021 -0.003 -0.047
Si 4.264 15.051 1.378 -0.011 0.018 -0.048
Si 6.889 1.488 1.326 -0.016 0.007 -0.064
Si 9.608 4.136 1.126 -0.022 0.022 -0.05
Si 6.979 6.919 1.512 -0.003 -0.016 -0.053
Si 9.625 9.523 1.372 -0.004 0.005 -0.05
Si 6.755 12.226 1.618 0.025 0.003 -0.057
Si 9.563 14.975 1.739 0.023 -0.047 -0.083
Si 12.207 1.161 1.311 0.032 -0.03 -0.05
Si 15.147 3.919 1.374 -0.003 -0.015 -0.059
Si 12.315 6.698 1.384 0.012 -0.002 -0.057
Si 15.191 9.412 1.694 0.016 -0.026 -0.053
Si 12.461 12.233 1.354 -0.014 0.015 -0.053
Si 15.17 14.977 1.4 -0.018 0.028 -0.052
Si 0.093 2.653 2.823 0.004 0.017 0.016
Si 2.829 16.291 2.81 -0.004 -0.014 0.008
Si 0.155 8.064 2.97 -0.002 0.01 0.008
Si 2.781 5.42 2.811 0.001 -0.001 0.003
Si 0.065 13.58 2.777 0.005 -0.005 0.002
Si 2.765 10.874 2.792 -0.003 -0.007 0.009
Si 5.506 2.726 2.797 -0.006 0.002 0.021
Si 8.183 0.097 2.811 0.006 -0.006 0.004
Si 5.49 8.219 2.775 0.001 0.006 0.001
Si 8.342 5.441 2.74 -0.002 0.003 0.012
Si 5.508 13.719 2.892 0.015 -0.004 0.019
Si 8.241 10.833 2.823 -0.013 -0.006 0.031
Si 10.939 2.712 2.595 0.004 -0.003 0.005
Si 13.693 16.313 2.751 -0.002 -0.008 0.021
Si 11.013 8.152 2.749 0.006 0.004 0.012
Si 13.709 5.294 2.726 -0.006 -0.008 0.031
Si 11.082 13.555 2.866 -0.001 0.018 0.03
Si 13.736 10.868 2.817 -0.011 0.001 0.013
Si 1.42 4.05 4.186 -0.001 -0.006 -0.007
Si 4.167 1.31 4.161 0.011 0.004 -0.001
Si 1.478 9.513 4.251 0.006 0.004 -0.006
Si 4.174 6.796 4.15 0.001 -0.004 -0.001
Si 1.429 14.943 4.163 0.001 0.007 0.002
Si 4.124 12.276 4.172 -0.011 -0.001 0.002
Si 6.915 4.098 4.123 -0.003 0 -0.003
Si 9.62 1.412 4.113 -0.01 0.004 0.001
Si 6.862 9.519 4.197 0.01 0.003 -0.007
Si 9.671 6.786 4.147 -0.006 -0.007 -0.003
Si 6.897 15.073 4.209 -0.016 0.002 0.006
Si 9.637 12.214 4.172 0.013 0.005 -0.011
Si 12.323 3.984 4.094 0.018 0.014 -0.003
Si 15.064 1.293 4.131 0.001 -0.001 -0.012
Si 12.351 9.508 4.16 -0.005 -0.003 0.001
Si 15.064 6.69 4.158 0.008 0.005 -0.002
Si 12.407 14.96 4.203 0.001 -0.01 -0.022
Si 15.103 12.241 4.172 -0.002 0.001 0.007
Si 0.046 16.338 5.501 -0.002 -0.002 -0.003
Si 2.802 2.68 5.53 -0.005 0.003 -0.002
Si 0.031 5.377 5.556 -0.004 -0.003 0.001
Si 2.836 8.138 5.577 0.002 0.008 -0.001
Si 0.056 10.876 5.556 0.003 -0.001 0
Si 2.767 13.602 5.57 -0.001 -0.005 -0.002
Si 5.509 -0.024 5.576 0 -0.005 0.001
Si 8.257 2.729 5.522 0.007 -0.002 -0.003
Si 5.545 5.436 5.519 0.002 0.003 -0.006
Si 8.254 8.126 5.52 -0.006 0 -0.002
Si 5.519 10.918 5.542 0.006 0.001 -0.004
Si 8.281 13.643 5.51 0.005 -0.002 0.001
Si 10.989 -0.023 5.476 0.003 -0.003 -0.002
Si 13.701 2.654 5.503 -0.002 -0.001 -0.002
Si 11.018 5.401 5.503 -0.003 0 0
Si 13.727 8.12 5.508 -0.001 0 0
Si 10.986 10.856 5.55 -0.008 -0.007 0.006
Si 13.758 13.602 5.569 0.001 0.01 0.003
Si 1.415 1.304 6.881 0 0.001 -0.005
Si 4.173 4.053 6.887 0.002 -0.003 -0.003
Si 1.418 6.767 6.9 -0.003 0.002 -0.002
Si 4.185 9.525 6.927 0 -0.001 0.001
Si 1.411 12.241 6.935 -0.003 0.001 0.002
Si 4.147 14.989 6.917 0 0.002 0.001
Si 6.9 1.344 6.906 -0.005 0 -0.001
Si 9.632 4.071 6.895 -0.005 0.002 0
Si 6.9 6.782 6.912 0.001 -0.001 -0.002
Si 9.613 9.499 6.904 0.001 -0.001 -0.002
Si 6.901 12.283 6.892 -0.001 0.003 -0.004
Si 9.641 15.009 6.877 0.001 0.002 -0.002
Si 12.349 1.304 6.888 0 0 -0.002
Si 15.067 4.016 6.902 0.003 0.001 0.002
Si 12.367 6.766 6.893 0.005 0.003 -0.001
Si 15.087 9.492 6.895 0.001 0 -0.002
Si 12.362 12.234 6.907 -0.001 0 -0.002
Si 15.115 14.983 6.916 0.001 -0.005 0.001
Si 0.046 2.661 8.261 0 -0.001 0.001
Si 2.778 16.356 8.276 -0.003 -0.002 -0.001
Si 0.054 8.135 8.268 -0.001 0.002 -0.002
Si 2.791 5.403 8.265 -0.002 0.002 -0.002
Si 0.061 13.621 8.293 0 0.001 0.002
Si 2.793 10.875 8.285 0.001 -0.001 -0.002
Si 5.526 2.693 8.278 0 0.002 0
Si 8.266 16.364 8.258 0 0 0
Si 5.545 8.156 8.286 0.003 0.001 0
Si 8.261 5.417 8.278 0.001 0 0
Si 5.53 13.631 8.274 0.001 0 -0.001
Si 8.26 10.897 8.264 -0.002 0 -0.001
Si 10.993 2.685 8.255 0.001 -0.002 -0.002
Si 13.724 16.349 8.263 0.002 -0.002 0
Si 10.989 8.136 8.263 -0.004 0.001 -0.001
Si 13.727 5.406 8.272 -0.004 0 0.001
Si 10.998 13.627 8.256 0 0.001 0.002
Si 13.726 10.866 8.273 0 0.001 0
Si 1.42 4.029 9.635 -0.001 0 0.001
Si 4.153 1.317 9.644 -0.001 0 0.001
Si 1.421 9.502 9.638 -0.002 0 0
Si 4.158 6.778 9.631 -0.002 0 -0.001
Si 1.425 14.989 9.656 0.001 0 0.001
Si 4.159 12.26 9.635 0 -0.001 -0.001
Si 6.892 4.05 9.647 -0.001 -0.001 0
Si 9.629 1.323 9.628 0 0 -0.001
Si 6.901 9.534 9.647 0 0.001 0
Si 9.623 6.786 9.64 0 0.001 -0.001
Si 6.899 14.998 9.638 -0.001 -0.002 0.002
Si 9.628 12.267 9.639 0 -0.002 0
Si 12.356 4.043 9.636 0 0.001 -0.001
Si 15.09 1.306 9.637 -0.002 0 -0.001
Si 12.351 9.508 9.64 0 -0.002 -0.001
Si 15.097 6.77 9.644 0.004 0 0.001
Si 12.36 14.984 9.636 0 -0.001 -0.001
Si 15.093 12.247 9.637 -0.001 0.001 0.001
Si 0.052 -0.05 11.013 0 -0.002 0.001
Si 2.78 2.669 11.028 0 0 0.002
Si 0.055 5.394 11.011 0 0.002 0.001
Si 2.79 8.137 11.005 0 -0.001 0
Si 0.06 10.882 10.995 0 -0.001 0
Si 2.797 13.62 11.014 0 0 0
Si 5.526 -0.054 11.012 0 0.001 -0.001
Si 8.259 2.676 11.007 0.001 0.001 0.001
Si 5.513 5.409 11.01 0 0.001 0
Si 8.26 8.156 11.008 0.002 0.002 0
Si 5.523 10.901 11.005 -0.001 0 0
Si 8.264 13.637 11.021 -0.002 0 0
Si 10.992 -0.045 10.998 -0.001 -0.001 0.001
Si 13.725 2.676 11.006 0 0.001 0.001
Si 10.984 5.411 10.997 -0.001 -0.001 0
Si 13.723 8.142 11.006 -0.003 0.001 -0.003
Si 10.995 10.893 11.015 0 0.002 0
Si 13.733 13.624 11.004 0 -0.003 0.002
Si 1.41 1.299 12.407 -0.005 -0.001 0.002
Si 4.155 4.036 12.395 -0.001 0.002 0.002
Si 1.432 6.757 12.373 0 -0.002 0
Si 4.149 9.53 12.356 -0.002 0 0
Si 1.425 12.244 12.369 0 -0.002 0.001
Si 4.157 14.988 12.387 0 -0.003 0.002
Si 6.898 1.307 12.381 0.001 -0.002 0.001
Si 9.617 4.054 12.367 -0.002 0.002 0.002
Si 6.878 6.784 12.362 -0.002 0.002 -0.001
Si 9.622 9.519 12.38 -0.001 -0.003 0.001
Si 6.879 12.272 12.382 -0.001 -0.001 0
Si 9.627 15.023 12.393 0.003 0.001 0.001
Si 12.357 1.312 12.373 -0.001 0.001 -0.001
Si 15.094 4.026 12.39 -0.001 -0.001 0.002
Si 12.356 6.763 12.365 -0.001 0.001 0
Si 15.092 9.528 12.358 0.001 0.001 -0.002
Si 12.373 12.27 12.381 0.001 -0.002 0.001
Si 15.094 14.999 12.375 -0.001 0.002 0.001
Si 16.443 2.656 13.788 0 0 0.009
Si 2.783 16.332 13.771 -0.001 0.002 -0.001
Si 0.052 8.145 13.697 -0.001 -0.002 -0.002
Si 2.779 5.388 13.774 0.003 0.001 0.006
Si 0.06 13.625 13.72 0.001 0 -0.001
Si 2.793 10.884 13.746 0.002 -0.004 0.002
Si 5.531 2.655 13.753 0.001 -0.003 0.001
Si 8.258 -0.026 13.794 0 0 0.007
Si 5.504 8.157 13.712 0.002 0.005 -0.002
Si 8.233 5.411 13.73 0 0 -0.001
Si 5.519 13.638 13.773 0.001 -0.002 0.004
Si 8.243 10.894 13.733 -0.002 0 0
Si 10.983 2.684 13.726 0.004 0.001 0.001
Si 13.737 -0.034 13.752 -0.003 -0.004 0.003
Si 10.993 8.13 13.73 0.001 -0.002 0.002
Si 13.707 5.387 13.742 0.001 0.004 0.003
Si 11.026 13.674 13.739 -0.003 0 0.002
Si 13.75 10.906 13.748 0.001 0 0.006
Si 1.415 4.003 15.162 -0.002 -0.003 0
Si 4.159 1.292 15.128 -0.003 -0.003 -0.001
Si 1.407 9.497 15.077 -0.006 0.003 -0.003
Si 4.146 6.803 15.096 0.002 0.007 0.002
Si 1.418 14.94 15.131 -0.005 -0.003 0.001
Si 4.148 12.257 15.134 0.003 -0.001 0.007
Si 6.89 4.03 15.117 -0.005 0.003 0.001
Si 9.624 1.385 15.151 0.002 0.004 0.005
Si 6.864 9.508 15.088 -0.005 -0.003 0.004
Si 9.616 6.753 15.094 -0.005 -0.001 0.005
Si 6.873 15.016 15.162 -0.001 0.001 -0.001
Si 9.631 12.301 15.038 0.006 -0.001 -0.004
Si 12.348 4.002 15.123 -0.009 -0.001 -0.003
Si 15.071 1.298 15.188 0.002 -0.002 0.004
Si 12.374 9.508 15.069 -0.003 -0.003 -0.002
Si 15.093 6.779 15.049 0 0.002 -0.003
Si 12.385 15.046 15.15 0.007 0.003 0.003
Si 15.113 12.306 15.122 0.005 0.003 0.001
Si 16.462 16.291 16.506 0.005 0.009 0.009
Si 2.806 2.618 16.531 0.004 -0.006 0.005
Si 16.404 5.408 16.446 0.006 0.01 0.003
Si 2.731 8.121 16.468 0.006 0.008 0.001
Si 0.099 10.918 16.435 -0.008 -0.009 0.004
Si 2.771 13.589 16.544 0.002 -0.001 0
Si 5.489 -0.037 16.567 0 0 -0.002
Si 8.266 2.743 16.57 0.005 0.003 0.013
Si 5.507 5.412 16.43 -0.003 -0.005 -0.006
Si 8.249 8.14 16.43 -0.004 0.005 -0.004
Si 5.506 10.865 16.478 0.006 0.006 0.003
Si 8.304 13.646 16.451 -0.006 -0.014 0.001
Si 11.041 0.068 16.504 -0.008 -0.008 0.006
Si 13.681 2.666 16.575 0.004 0.004 -0.001
Si 10.942 5.333 16.465 0.013 0.001 0.01
Si 13.745 8.13 16.424 0.002 -0.01 0.001
Si 10.999 10.929 16.358 -0.009 0.001 0
Si 13.767 13.688 16.528 -0.006 0.007 0.006
Si 1.457 1.172 17.882 0 -0.017 -0.013
Si 4.114 4.112 17.831 0.012 0.009 -0.018
Si 1.338 6.737 17.833 -0.004 0.003 -0.029
Si 4.073 9.501 17.826 -0.013 0.004 -0.014
Si 1.463 12.164 17.94 -0.012 -0.005 -0.009
Si 4.102 14.967 17.933 -0.002 -0.004 -0.005
Si 6.838 1.41 17.904 -0.006 -0.002 -0.017
Si 9.649 4.06 18.043 -0.003 0.011 -0.006
Si 6.945 6.696 17.785 -0.009 0.007 0
Si 9.627 9.585 17.697 -0.006 0.001 0
Si 6.967 12.22 17.78 0.006 0.012 -0.025
Si 9.649 15.106 17.771 0.015 0.016 -0.022
Si 12.33 1.36 18.066 0.005 -0.006 0.004
Si 15.047 4.091 17.867 -0.005 0.001 -0.012
Si 12.355 6.701 17.712 -0.012 -0.009 -0.02
Si 15.093 9.587 17.728 0.005 0.008 -0.025
Si 12.32 12.292 17.753 0.004 -0.002 -0.017
Si 15.147 15.001 18.004 0.016 0.013 -0.006
Si 16.471 2.65 19.06 -0.005 -0.004 0.078
Si 2.735 16.238 19.447 0.007 0.014 0.041
Si 16.405 8.222 19.095 0 -0.009 0.047
Si 2.601 5.291 19.247 0.014 -0.013 0.036
Si 16.457 13.447 19.326 -0.014 0.011 0.06
Si 2.819 10.831 19.414 0.027 -0.016 0.033
Si 5.55 2.922 19.254 0.003 -0.021 0.042
Si 8.244 -0.009 19.169 -0.014 -0.006 0.06
Si 5.451 7.989 18.98 -0.005 0.008 0.05
Si 8.332 5.587 19.378 0.01 -0.028 0.061
Si 5.565 13.549 19.127 0.013 -0.002 0.06
Si 8.329 10.844 19.194 -0.001 0.011 0.03
Si 10.937 2.646 19.595 -0.022 0.019 0.031
Si 13.768 0.008 19.412 0.014 -0.024 0.042
Si 11.037 8.208 18.906 0.011 -0.01 0.096
Si 13.588 5.378 19.248 0.003 0.029 0.048
Si 11.014 13.736 19.09 0.003 -0.013 0.035
Si 13.683 10.915 19.077 -0.008 -0.014 0.077
Si 1.499 3.618 20.632 -0.071 0.145 -0.221
Si 3.954 1.666 20.41 0.011 -0.089 -0.217
Si 1.627 9.102 20.589 -0.109 0.142 -0.141
Si 3.914 6.822 20.366 0.085 -0.072 -0.153
Si 1.515 14.516 20.812 -0.012 0.14 -0.269
Si 4.731 11.809 20.494 -0.154 0.065 -0.188
Si 7.263 3.969 20.743 -0.129 0.127 -0.218
Si 9.213 1.374 20.827 0.157 -0.082 -0.193
Si 6.746 9.412 20.244 0.031 0.007 -0.12
Si 9.97 6.987 20.546 -0.115 0.065 -0.2
Si 7.076 14.821 20.416 -0.123 0.047 -0.188
Si 9.392 12.652 20.36 0.035 -0.138 -0.158
Si 11.979 4.442 20.832 0.101 -0.108 -0.161
Si 15.168 1.566 20.625 -0.102 -0.062 -0.184
Si 12.475 9.364 20.3 -0.019 0.041 -0.179
Si 14.696 7.155 20.263 -0.008 -0.007 -0.14
Si 12.642 14.68 20.567 -0.071 0.082 -0.178
Si 14.789 12.275 20.598 0.101 -0.033 -0.177
Si 0.372 14.2 27.587 0.024 0.02 0.009
Si 6.476 0.516 25.243 0.001 0.041 0.042
Si 15.669 3.404 22.835 0.051 -0.009 -0.084
Si 13.453 8.447 24.313 -0.003 0.147 0.023
Si 12.53 13.055 24.715 0.02 0.01 -0.04
Si 3.996 12.96 25.482 -0.004 -0.056 0.091
Si 1.562 0.713 27.315 0.036 -0.006 0.029
Si 7.03 3.592 26.085 -0.004 -0.026 0.003
Si 4.79 5.573 26.065 0.039 0.089 -0.03
Si 10.81 9.105 22.727 -0.095 0.062 -0.027
Si 8.472 10.648 24.294 0.068 -0.023 0.051
Si 11.618 1.368 24.893 0.032 0.065 -0.059
Si 11.267 4.382 23.832 0.009 0.033 0.002
Si 15.525 6.327 23.107 -0.01 0.032 0.001
Si 7.114 8.135 23.008 0.059 -0.112 -0.04
Si 9.184 16.212 23.748 -0.028 0.076 -0.063
Si 4.346 6.914 23.311 -0.026 -0.088 -0.033
Si 0.96 12.075 25.524 -0.039 0.013 0.043
Si 1.451 8.152 23.47 -0.057 -0.022 -0.103
Si 0.988 10.247 29.984 -0.025 0.023 -0.067
Si 3.881 13.737 22.484 -0.078 -0.085 0.058
Si 7.072 10.099 29.158 -0.072 -0.044 0.06
Si 6.322 10.887 26.477 -0.009 0.084 -0.022
Si 9.791 13.067 23.247 0.009 0.056 0.019
Si 5.336 -0.057 22.448 0.111 -0.03 0.012
Si 8.153 5.178 23.511 -0.026 -0.048 -0.023
Si 13.045 5.121 28.729 -0.046 0.091 -0.018
Si 11.968 6.582 26.081 0.034 0.032 -0.047
Si 12.55 11.66 27.606 -0.05 -0.037 0.066
Si 14.897 11.309 23.595 -0.018 -0.079 0.044
Si 16.11 16.002 22.73 0.03 0.012 0.004
Si 1.913 14.983 32.152 -0.065 0.083 0.034
Si 13.006 15.67 23.343 -0.047 -0.037 0.041
Si 15.168 7.151 29.614 0.025 0.048 -0.042
Si 1.719 7.748 28.738 -0.008 0.009 -0.011
Si 16.065 1.182 25.13 -0.011 0.039 0.022
Si 0.77 9.264 26.315 0.025 -0.061 -0.008
Si 5.366 4.839 30.236 0.067 0.006 0.038
Si 4.154 15.127 30.227 -0.053 0.007 0.038
Si 4.244 15.677 27.107 0.029 -0.021 -0.06
Si 10.175 10.092 28.966 0.04 -0.062 0.012
Si 0.975 3.525 32.345 0.011 0.072 -0.01
Si 8.03 4.683 28.869 -0.023 0.036 -0.006
Si 13.599 0.409 27.032 0.006 0.039 -0.044
Si 6.508 8.072 27.194 -0.055 -0.006 -0.016
Si 13.818 14.186 28.689 0.001 0.111 -0.008
Si 9.458 7.281 27.761 -0.029 0.005 0.079
Si 13.852 8.212 31.878 0.003 0 -0.008
Si 14.952 9.584 28.048 -0.026 0.005 0.023
Si 3.03 5.12 28.344 0.048 -0.048 0.055
Si 14.236 3.265 31.994 0.003 0.064 -0.065
Si 2.07 13.158 29.936 -0.059 0.03 0.037
Si 4.569 7.014 32.387 -0.039 -0.047 0.029
Si 7.405 2.765 31.146 0.007 0.041 0.004
Si 6.831 16.133 31.479 -0.01 0.079 0.047
Si 6.661 9.37 32.213 0.063 -0.046 0.012
Si 9.16 14.427 32.332 0.043 -0.025 0.032
Si 12.401 5.632 31.506 -0.042 0.002 0.019
Si 14.341 2.543 29.109 0.009 0.025 -0.035
Si 10.936 11.829 31.584 -0.097 0.048 0.009
Si 1.092 3.013 29.256 -0.004 -0.073 0.037
Si 13.83 13.256 31.418 -0.001 0.061 0.003
Si 15.263 10.744 31.872 -0.018 0.023 0.026
O 0.828 15.9 32.973 -0.157 0.014 -0.144
O 15.237 0.924 34.062 0.099 0.207 -0.277
O 0.876 4.989 33.098 0.198 -0.084 0.035
O 2.637 14.013 33.23 0.022 0.002 -0.077
O 12.584 7.27 31.439 -0.071 0.093 0.209
O 15.155 7.445 31.225 0.016 -0.012 -0.126
O 0.269 7.089 29.055 -0.006 0.119 0.081
O 1.394 9.331 33.973 0.083 -0.224 -0.231
O 15.568 10.958 33.474 0.032 -0.116 -0.113
O 0.252 10.062 31.407 0.137 -0.002 0.025
O 1.192 13.992 31.055 -0.026 0.066 -0.095
O 3.651 13.565 30.106 0.086 -0.12 -0.083
O 6.323 -0.132 33.031 0.226 -0.154 -0.02
O 2.057 2.67 33.22 0.113 -0.172 -0.185
O 10.244 15.485 33.016 0.05 -0.044 -0.077
O 6.809 4.152 34.075 -0.144 0.114 -0.206
O 5.124 6.189 33.654 0.011 0.011 -0.009
O 3.12 7.607 32.894 -0.163 -0.006 -0.022
O 6.164 10.539 33.216 0.23 -0.057 -0.182
O 7.92 8.6 32.959 -0.042 0.126 -0.184
O 4.256 12.117 34.032 -0.112 0.107 0.097
O 8.071 13.914 33.451 -0.282 0.289 -0.069
O 5.971 3.602 31.14 -0.024 -0.019 -0.073
O 8.241 15.31 31.309 -0.112 -0.036 -0.323
O 9.855 13.09 31.65 -0.097 -0.101 -0.22
O 12.361 14.72 34.267 -0.054 -0.119 -0.016
O 13.39 2.629 33.225 -0.251 0.183 -0.115
O 13.801 4.837 31.869 0.082 0.119 0.2
O 11.341 5.236 32.685 -0.147 -0.286 -0.157
O 9.649 6.782 33.87 0.028 -0.1 -0.013
O 13.735 8.38 33.476 -0.285 0.104 -0.14
O 15.309 6.49 34.19 0.109 0.022 0.081
O 9.541 12.368 0.157 0.115 0.131 0.141
O 11.042 10.866 32.913 0.25 -0.295 0.102
O 12.372 12.557 31.423 0.004 0.086 -0.062
O 14.24 13.711 32.928 -0.037 -0.106 -0.007
O 0.688 3.776 22.079 -0.054 0.074 0.19
O 2.765 2.637 21.02 0.011 -0.06 0.014
O 5.437 0.419 23.989 -0.062 -0.156 -0.047
O 4.948 1.296 21.666 0.097 0.022 0.12
O 14.243 9.887 24.141 0.226 -0.107 0.268
O 1.096 9.1 22.168 -0.01 0.316 0.25
O 4.35 6.191 21.84 0.038 0.134 0.011
O 2.872 8.043 20.699 0.142 -0.091 0.175
O 0.771 1.643 26.223 0.081 0.407 0.025
O 0.59 14.799 22.151 -0.077 -0.085 0.276
O 4.831 12.527 21.984 0.229 0.053 0.286
O 5.207 11.887 25.794 0.136 0.152 -0.022
O 7.216 4.628 22.272 -0.106 0.053 0.064
O 6.924 2.016 25.701 0.121 -0.157 0.188
O 8.146 2.61 21.014 -0.059 0.029 -0.096
O 9.279 0.674 22.34 0.255 -0.179 0.099
O 7.316 8.372 21.401 0.342 -0.328 0.03
O 5.701 10.526 20.852 0.041 -0.07 0.099
O 10.983 5.745 20.879 0.124 -0.05 0.147
O 9.943 7.935 21.94 -0.173 -0.125 -0.016
O 8.157 13.65 20.828 0.103 -0.006 -0.155
O 6.66 15.6 21.837 0.017 0.259 0.154
O 7.449 9.56 23.692 -0.257 -0.097 0.056
O 10.222 12.523 21.771 0.385 0.068 -0.1
O 12.169 4.175 22.468 0.133 -0.22 -0.059
O 11.88 5.548 24.809 0.083 -0.04 -0.045
O 16.246 0.757 21.592 -0.091 -0.155 -0.151
O 14.644 2.766 21.688 -0.197 0.151 -0.107
O 13.609 8.269 20.864 -0.079 -0.02 0.237
O 11.561 9.993 21.547 -0.129 0.044 0.085
O 15.145 4.798 23.494 -0.284 0.019 -0.044
O 15.489 6.444 21.498 -0.021 0.079 -0.036
O 12.101 15.226 22.043 -0.063 0.039 0.003
O 12.654 0.801 23.75 0.022 0.244 -0.356
O 15.155 11.401 21.968 0.023 0 -0.038
O 13.698 13.466 20.951 -0.079 0.11 0.215
O 0.303 0.021 24.175 0.176 0.017 -0.056
O 0.615 15.806 27.551 -0.173 0.098 -0.056
O 4.578 5.81 24.476 0.103 -0.186 -0.032
O 2.818 6.601 28.998 0.293 0.116 -0.144
O 9.742 4.797 23.368 -0.04 0.073 0.071
O 14.461 7.313 23.783 -0.141 -0.072 0.175
O 3.009 7.77 23.585 -0.011 -0.029 -0.088
O 0.627 6.746 23.539 0.036 -0.266 0.204
O 13.781 12.45 23.889 -0.155 0.013 0.091
O 16.33 11.676 24.313 -0.037 -0.128 0.162
O 2.542 13.44 21.568 0.155 -0.039 0.077
O 16.17 10.284 28.894 -0.05 -0.013 -0.108
O 3.997 14.124 26.634 0.15 0.001 0.29
O 3.001 0.258 26.676 -0.02 0.215 -0.354
O 7.814 16.204 24.648 -0.034 -0.203 0.143
O 7.707 4.468 24.899 -0.064 0.233 0.085
O 5.546 7.982 23.346 -0.022 0.361 0.132
O 5.523 4.145 26.286 -0.096 -0.119 0.288
O 7.914 6.809 23.558 0.305 0.014 0.072
O 9.935 9.953 23.845 -0.038 0.075 -0.169
O 4.159 13.758 24.077 0.275 0.116 -0.087
O 8.501 12.16 23.68 -0.142 0.14 -0.123
O 11.304 2.951 24.646 -0.221 -0.019 0.27
O 10.267 0.474 24.769 -0.224 -0.086 0.04
O 10.462 7.021 26.506 -0.212 0.193 -0.278
O 7.865 3.84 27.47 0.151 -0.005 -0.013
O 12.937 7.885 25.782 -0.148 0.203 0.234
O 12.051 8.421 23.501 -0.067 -0.097 -0.275
O 12.263 1.096 26.38 -0.142 -0.111 0.164
O 5.921 9.3 26.281 -0.222 -0.181 0.009
O 14.557 15.58 22.888 -0.079 0.074 -0.205
O 9.477 14.65 23.393 0.111 0.158 -0.187
O 5.625 6.769 26.811 0.247 0.139 0.256
O 1.497 3.382 30.804 -0.003 -0.089 -0.053
O 1.043 9.035 24.753 -0.287 -0.079 0.059
O 13.376 3.587 28.326 -0.129 -0.008 -0.19
O 2.558 12.226 25.216 0.055 0.029 -0.271
O 0.976 10.856 26.604 -0.077 0.055 0.095
O 0.426 13.5 26.117 0.003 0.149 0.031
O 1.576 13.562 28.454 -0.023 -0.187 -0.064
O 3.065 15.818 31.287 0.112 0.17 0.164
O 15.82 3.047 32.316 0.051 0.024 0.131
O 8.612 10.463 28.77 0.022 0.064 0.056
O 6.636 5.413 29.362 -0.061 0.126 -0.066
O 6.308 11.151 28.12 0.159 -0.054 -0.01
O 7.847 10.972 25.806 0.291 0.136 -0.08
O 4.196 15.77 28.733 0.065 -0.116 -0.115
O 12.712 14.687 24.621 0.153 0.051 0.011
O 11.064 12.683 24.166 -0.068 0.021 -0.017
O 9.12 5.901 28.625 0.176 0.096 0.173
O 15.724 2.422 24.138 -0.103 0.201 0.236
O 15.892 3.002 29.078 0.133 0.261 -0.231
O 1.686 4.222 28.354 -0.025 0.017 0.006
O 6.49 8.604 28.756 0.045 -0.153 0.096
O 12.553 5.839 27.391 0.218 0.01 0.128
O 11.167 10.833 27.88 -0.004 -0.063 -0.208
O 13.803 10.633 27.663 -0.018 -0.103 0.138
O 12.827 12.884 28.64 -0.03 -0.014 0.082
O 12.548 12.402 26.18 0.126 0.164 -0.057
O 14.758 0.53 25.875 0.125 0.1 -0.02
O 15.339 13.842 28.23 -0.013 0.007 -0.158
O 4.219 4.357 29.169 -0.124 0.055 -0.231
O 13.856 2.431 30.655 -0.033 -0.253 0.069
O 1.698 1.583 28.704 0.277 -0.219 0.22
O 14.313 8.355 28.901 -0.31 0.007 -0.048
O 14.454 5.757 29.242 0.227 -0.247 -0.093
O 3.35 5.39 26.775 -0.201 0.183 -0.201
O 2.001 9.002 29.731 -0.057 -0.079 0.293
O 4.133 15.304 22.117 -0.169 0.001 -0.228
O 13.981 9.793 31.459 -0.242 0.065 0.021
O 1.919 11.562 30.058 -0.036 -0.104 0.161
O 15.619 8.945 26.695 0.011 -0.216 -0.146
O 4.617 5.962 31.147 0.011 0.12 -0.2
O 7.043 1.203 30.783 -0.258 0.079 -0.14
O 5.681 16.206 26.495 -0.023 -0.209 -0.045
O 1.756 8.315 27.203 0.023 0.009 -0.178
O 5.496 8.274 31.967 -0.077 0.211 0.099
O 6.976 10.133 30.793 -0.07 0.01 0
O 4.2 1.2 33.94 0.166 -0.072 0.166
O 5.676 15.254 30.749 -0.007 -0.265 0.084
O 11.973 5.185 29.982 -0.054 -0.104 0.09
O 8.363 3.553 30.042 0.216 -0.12 -0.028
O 14.156 1.135 28.368 0.082 -0.089 0.186
O 13.272 15.322 27.639 -0.269 -0.042 -0.149
O 10.157 8.442 28.733 0.222 -0.063 -0.027
O 8.098 7.752 26.971 0.118 -0.118 -0.035
O 13.869 14.479 30.316 -0.033 -0.094 0.143
O 8.186 2.669 32.601 0.053 -0.229 -0.106
O 10.624 10.73 30.407 -0.018 -0.195 0.177
O 14.975 12.133 31.072 0.154 0.105 -0.377

Results
total energy: -108573.250 eV
total energy less fixed offsets of O -438.35, Si -107.03 eV per atom: 6.980 eV
